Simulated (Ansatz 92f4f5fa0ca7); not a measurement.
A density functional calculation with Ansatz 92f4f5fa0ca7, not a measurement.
Periodic cell of 237 atoms, Si147O90, from a study of silicon, its oxide and their interface. The atomic structure is a simulated model.
Doubt: the cutoff is far below the 930 eV that the study's wrapper takes by default for these files, so forces and energies are approximate.
This geometry differs little from another in the collection (a relaxation step or a small displacement).

Settings: functional PBE; potential files Ansatz PAW; basis plane waves; wave-function cutoff 580 eV; density cutoff ratio 5; exchange-correlation grid ratio 1; k mesh 1 x 1 x 1, Gamma-centred; self-consistency stop 5e-08 eV per atom in the density residual; occupations fixed; spin none; net charge 0.

Cell vectors (angstrom)
a	11.6015	0	0
b	0	10.938	0
c	0	0	33.0098

Atoms and the computed forces on them: element, x, y, z (angstrom), force x, y, z (eV/angstrom)
Si	-0.2717	-0.1636	24.3825	-0.0195	-0.003	0.0053
Si	3.633	0.2253	24.0822	-0.0213	0.0021	0.0208
Si	7.5204	0.1525	24.3001	-0.0023	-0.0081	0.0056
Si	1.5098	1.3513	24.1981	0.0087	0.008	0.0041
Si	5.6021	1.5386	24.0788	0.003	-0.0047	0.016
Si	9.4965	1.3223	24.6283	-0.0015	0.0258	-0.001
Si	0.1719	5.664	24.5025	0.0001	-0.0005	0.0093
Si	3.8945	5.5299	24.1886	-0.0029	0.003	0.0123
Si	8.0092	5.3233	24.35	0.0131	-0.01	0.0105
Si	2.1234	7.0432	24.4895	0.0169	0.0038	-0.0159
Si	6.0231	6.6169	24.3324	-0.0018	-0.0015	0.0094
Si	9.7623	6.8605	24.519	-0.0062	0.0107	-0.0031
Si	1.8902	2.7208	26.1726	0.0068	0.0008	-0.0181
Si	5.7619	2.7506	26.1486	0.0031	0.0096	-0.0145
Si	9.7262	2.7763	26.4285	0.006	-0.005	-0.0272
Si	0.0505	4.1729	26.3496	-0.0045	-0.0016	-0.0103
Si	3.8362	4.1149	26.1396	-0.0005	0.0045	-0.0197
Si	7.7587	4.0234	26.28	0.006	-0.0022	-0.0236
Si	1.9392	8.2908	26.4216	-0.0122	0.0037	-0.0091
Si	5.7117	8.1379	26.1944	0.0024	0.0018	-0.0008
Si	9.5809	8.2416	26.3742	0.0171	0.001	-0.0159
Si	-0.0665	9.5229	26.3479	-0.0125	-0.0068	-0.0147
Si	3.827	9.6837	26.1193	0.0036	0.0039	-0.0194
Si	7.6045	9.5446	26.1597	-0.0145	0.0016	-0.0291
Si	0.0149	0.0232	28.2047	-0.0077	0.0098	0.0037
Si	3.8883	0.0079	28.1394	0.0011	0.0067	0.004
Si	7.694	-0.0111	28.1233	-0.0054	0.0007	0.0106
Si	1.954	1.3774	28.1445	0.0001	-0.0026	-0.0001
Si	5.7903	1.3949	28.1289	0.0077	-0.0157	0.0038
Si	9.6618	1.3186	28.2428	0.0103	-0.0053	0.0072
Si	-0.0195	5.5238	28.2449	0.01	0.0035	-0.0073
Si	3.8329	5.4352	28.1438	0.0007	0.0124	0.0022
Si	7.6686	5.4629	28.1665	0.0116	0.0095	0.0071
Si	1.9371	6.8295	28.2405	-0.0032	-0.0134	0.0018
Si	5.7352	6.8367	28.1725	-0.0111	-0.002	-0.0103
Si	9.5995	6.8138	28.2248	-0.0144	-0.0164	0.0077
Si	1.9336	2.7345	30.1105	0.0752	0.0198	-0.159
Si	5.8008	2.7345	30.1105	0.0239	0.0131	-0.195
Si	9.6679	2.7345	30.1105	-0.0767	0.0041	0.2298
Si	0	4.1018	30.1105	-0.0071	-0.036	0.1971
Si	3.8672	4.1018	30.1105	-0.016	-0.1017	-0.0929
Si	7.7343	4.1018	30.1105	-0.1387	-0.019	-0.0338
Si	1.9336	8.2035	30.1105	0.0715	0.1033	0.4143
Si	5.8008	8.2035	30.1105	-0.0783	-0.0318	-0.0035
Si	9.6679	8.2035	30.1105	-0.1027	0.0391	0.1894
Si	0	9.5708	30.1105	0.094	-0.0725	0.0233
Si	3.8672	9.5708	30.1105	0.0218	0.0318	-0.2097
Si	7.7343	9.5708	30.1105	-0.0614	0.0668	-0.2936
Si	0	0	32.0441	-0.0002	0.0416	0.0368
Si	3.8672	0	32.0441	-0.0006	0.1237	-0.0285
Si	7.7343	0	32.0441	-0.0145	-0.0009	-0.0839
Si	1.9336	1.3673	32.0441	-0.0133	-0.1056	0.0022
Si	5.8008	1.3673	32.0441	-0.0203	-0.0689	-0.0544
Si	9.6679	1.3673	32.0441	0.0047	-0.0111	0.0767
Si	0	5.469	32.0441	0.0125	0.0044	0.0698
Si	3.8672	5.469	32.0441	-0.0031	0.1353	-0.0029
Si	7.7343	5.469	32.0441	0.0095	0.051	-0.029
Si	1.9336	6.8362	32.0441	0.0126	0.0356	0.0213
Si	5.8008	6.8362	32.0441	0.0245	-0.0292	-0.019
Si	9.6679	6.8362	32.0441	0.0016	0.0345	0.0269
Si	1.9336	2.7345	0.9679	0.0088	-0.0216	0.0869
Si	5.8008	2.7345	0.9679	0.0267	0.0752	-0.1307
Si	9.6679	2.7345	0.9679	0.0517	0.0596	0.2131
Si	0	4.1018	0.9679	0.0784	-0.0404	-0.0174
Si	3.8672	4.1018	0.9679	-0.0784	-0.0229	0.1497
Si	7.7343	4.1018	0.9679	0.0214	-0.0266	-0.0677
Si	1.9336	8.2035	0.9679	-0.0391	-0.03	-0.0934
Si	5.8008	8.2035	0.9679	-0.0651	-0.0622	-0.0103
Si	9.6679	8.2035	0.9679	0.1298	-0.055	-0.062
Si	0	9.5708	0.9679	-0.012	0.0073	0.0995
Si	3.8672	9.5708	0.9679	0.0343	-0.0899	0.1534
Si	7.7343	9.5708	0.9679	0.0656	-0.0561	-0.2699
Si	0.017	0.0065	2.9137	-0.0093	0.0108	-0.0032
Si	3.901	-0.0023	2.9185	0.0004	0.0136	-0.0023
Si	7.7837	0.0306	2.8378	-0.002	0.005	-0.0018
Si	1.9669	1.3452	2.9091	0.0091	-0.0079	-0.0051
Si	5.8268	1.3523	2.8693	0.0023	-0.012	-0.0029
Si	9.7071	1.3908	2.9358	0.0077	-0.0136	0.0014
Si	0.0442	5.4212	2.9281	0.0024	0.008	-0.0014
Si	3.8405	5.4589	2.9347	0.0055	0.0056	-0.0027
Si	7.7629	5.4888	2.8796	0.0011	0.0106	-0.0102
Si	1.9337	6.862	2.9052	-0.0019	-0.011	-0.0073
Si	5.7902	6.8034	2.8854	-0.004	-0.0088	-0.0085
Si	9.7217	6.7987	2.8699	0.0018	-0.0049	-0.0007
Si	1.9969	2.5671	4.9313	-0.0011	0.0061	0.0096
Si	5.8268	2.8061	4.7157	-0.0035	0.0069	0.0185
Si	9.6927	2.7012	4.9394	0.0088	0.0037	0.011
Si	0.086	3.9939	4.8574	-0.0117	-0.002	0.0169
Si	3.8619	4.0654	4.8818	0.0039	0.001	0.0118
Si	7.7902	4.1021	4.7791	-0.0086	-0.008	0.0176
Si	1.9575	8.3244	4.7799	0.0061	0.0059	0.0167
Si	5.8222	8.2182	4.7627	0.0023	0.0062	0.0179
Si	9.7358	8.1371	4.7946	-0.0091	0.003	0.0078
Si	-0.0337	9.6377	4.8896	-0.006	-0.0066	0.0117
Si	3.9263	9.641	4.9133	-0.0081	-0.0014	0.0122
Si	7.7947	9.4893	4.6444	-0.0027	0.0046	0.0175
Si	-0.1316	-0.0299	6.9706	0.0074	0.0189	-0.0175
Si	4.0918	-0.0039	6.9813	-0.0002	-0.0067	-0.0123
Si	7.6694	-0.0304	6.4688	-0.0137	-0.0148	-0.0233
Si	1.948	1.1701	6.9739	-0.0009	-0.0176	-0.016
Si	5.8721	1.4814	6.615	0.0258	0.0086	-0.0109
Si	9.4568	1.391	6.9746	-0.0045	0.0071	-0.0057
Si	0.2275	5.4264	6.7284	0.0071	-0.0045	-0.007
Si	3.9869	5.5272	6.767	0	-0.0052	-0.0106
Si	7.8129	5.4553	6.7061	-0.0072	-0.0009	-0.0057
Si	2.0838	6.8948	6.6121	0.0001	0.0009	-0.0093
Si	5.923	6.8451	6.6754	0.0101	0.0011	-0.0051
Si	9.8133	6.6819	6.6944	-0.0001	-0.0022	-0.0148
O	5.8862	7.6938	8.1159	0.0002	0.0059	-0.0019
O	7.6878	4.6075	8.1354	-0.0013	-0.0088	0.0054
O	11.4065	9.7968	8.2069	-0.0061	-0.0259	0.0109
O	8.8359	2.232	8.3249	-0.0102	0.0131	0.0103
O	7.4275	9.8667	7.7483	-0.0104	-0.0118	0.0063
O	9.7668	7.63	8.0518	0.0085	0.0162	0.0068
O	2.2039	7.9209	7.9363	-0.0063	0.0005	0.0082
O	6.1751	2.3684	8.0104	0	0.0058	0.0054
O	0.4654	4.5458	8.1293	0.0026	-0.0174	0.0098
O	4.7705	10.0876	8.2958	0.0121	-0.0108	0.0045
O	3.9891	4.8665	8.3093	-0.0079	-0.0072	0.013
O	1.878	2.251	8.2236	-0.0084	0.0234	0.0106
O	2.3183	8.337	23.4358	0.0031	-0.0001	-0.0002
O	5.6893	2.4548	22.656	0.005	0.0119	-0.0252
O	-0.4165	9.9077	22.952	-0.0084	-0.0182	-0.0128
O	3.5246	5.3133	20.0812	0.0062	0.0022	-0.0054
O	3.5062	4.7442	22.7442	-0.012	-0.0014	-0.0036
O	3.7454	10.338	22.6228	-0.0031	-0.0288	-0.017
O	9.4154	2.2253	23.2529	0.0171	0.0117	-0.0011
O	6.4665	7.6537	23.1016	-0.0043	0.0119	-0.0204
O	9.6215	7.7578	23.1314	0.0079	0.0088	0.0019
O	8.3563	4.6013	22.8727	0.0043	-0.0106	-0.0075
O	7.9062	10.7783	22.7015	-0.0037	-0.0081	-0.0367
O	0.1183	4.664	23.1989	-0.0029	-0.004	-0.0048
Si	-0.9231	8.5691	9.0114	0.0018	-0.0029	0.0029
Si	4.0603	0.0523	13.5972	0.0028	0.0032	0.0051
Si	0.3143	3.4874	22.1079	-0.0041	-0.0179	-0.0031
Si	6.1889	2.5919	21.0879	0.0121	0.0015	0.0091
Si	11.9281	0.1624	13.2388	-0.0043	-0.0009	0.0023
Si	3.4925	5.0145	9.868	-0.0065	-0.0014	0.0039
Si	14.7487	8.9008	22.1404	0.0151	0.0158	0.0146
Si	1.1308	3.408	9.0892	-0.0022	0.0012	0.0021
Si	4.6594	4.6455	19.1374	0.0027	-0.001	-0.0014
Si	2.5099	3.968	17.0959	0.0039	0.001	-0.0003
Si	14.8879	-2.8365	14.1451	0.0016	-0.0003	0.0029
Si	-1.2116	8.7499	22.107	0.0072	-0.0001	0.0103
Si	7.4919	11.992	16.4247	-0.0022	0.0005	0.0001
Si	6.5373	11.4826	19.0782	0.0023	0.0075	-0.0038
Si	0.1778	3.8971	13.9173	-0.0033	-0.0009	-0.0014
Si	17.7654	4.0421	11.4779	-0.0015	-0.0058	0.0013
Si	-0.4762	2.3458	11.4611	-0.0023	0.0062	-0.0059
Si	8.208	9.0482	10.851	-0.0087	0.0021	0.0034
Si	6.6293	-1.6912	17.2974	0.0024	0.0006	-0.0017
Si	7.9164	10.146	21.2032	-0.0024	0.0011	0.0223
Si	13.669	1.9001	14.9047	0.0024	0.0033	0.0032
Si	9.5056	3.1167	15.9883	-0.0029	-0.0027	-0.002
Si	1.3845	-4.7719	15.3872	-0.0008	-0.0019	0.0007
Si	7.4644	3.0985	8.7196	0.0068	-0.0036	-0.0093
Si	2.3709	-1.4922	11.8706	-0.0011	-0.003	0.0035
Si	12.8475	7.626	20.622	-0.0075	0.0034	-0.0003
Si	5.9247	7.3437	14.9458	0.0031	-0.0008	0.0005
Si	5.9671	7.9115	21.5832	-0.0129	0.0075	0.0051
Si	6.4984	1.7004	13.6446	0.0034	0.0113	0.0032
Si	8.2624	5.6037	15.2407	0.0003	0.0013	-0.0012
Si	9.0897	0.5479	12.4968	-0.0079	-0.0025	0.0066
Si	6.1686	9.2364	8.5688	-0.003	0.0094	-0.0016
Si	8.9988	3.2881	22.1158	-0.0023	-0.0164	-0.0036
Si	7.6303	6.6943	12.68	-0.0021	-0.005	0.0013
Si	2.6242	5.0659	21.3939	0.0043	-0.0092	0.0008
Si	13.5012	7.7466	9.5279	-0.0007	-0.0087	0.0018
Si	0.5846	5.9725	18.1819	0.0015	0.0014	-0.0019
Si	6.8614	6.5895	18.9759	-0.0056	-0.0013	-0.0101
Si	9.3973	5.317	17.9046	-0.002	0.0002	-0.0033
O	8.1059	5.5504	18.8547	0.0047	0.0006	0.0017
O	13.7641	2.4959	16.4368	-0.0014	-0.0026	-0.0019
O	10.8916	3.2388	15.1383	-0.002	0.0003	0.0009
O	6.9195	12.5216	17.8717	0.0014	-0.0031	-0.0001
O	6.6366	7.7169	13.5115	-0.0023	0.0022	-0.0005
O	1.351	4.5176	18.1317	-0.0001	0.0006	0.0026
O	6.7066	6.0342	15.5264	-0.0007	0.0016	-0.0011
O	9.7108	-9.4039	11.3433	-0.0006	-0.0038	-0.0027
O	6.4702	1.6902	15.2981	-0.0005	-0.0003	-0.0081
O	3.3045	10.759	12.1577	0.0009	0.0022	-0.0058
O	7.2182	-2.9462	18.1925	-0.002	0.0035	0.0013
O	10.3158	0.0125	13.4491	0.0042	-0.0006	-0.0015
O	2.2897	9.1474	10.2817	0.0015	0.006	-0.0015
O	13.4071	6.4537	21.6208	-0.0034	0.0031	0.0008
O	9.6065	9.2407	10.0296	-0.0061	0.0028	-0.004
O	0.254	7.6343	9.7048	0.0068	0.0007	-0.0081
O	3.7766	-1.3012	14.5033	-0.0012	-0.0002	-0.0008
O	2.1414	8.9816	20.8518	0.0001	-0.0013	-0.0042
O	10.4542	3.4348	21.3306	-0.0065	-0.0002	0.0111
O	6.9062	-5.5536	12.0389	0.0057	0.0108	-0.0013
O	7.622	-0.5979	16.5466	-0.0007	-0.0013	0.0014
O	0.9383	-1.2335	12.6417	-0.0029	0.0027	-0.0013
O	7.0766	3.2898	10.3133	-0.0094	0.0053	0.0097
O	8.3493	3.9768	15.1969	0.0016	-0.0004	0.0008
O	8.2303	10.2352	11.9505	0.0029	0.0111	-0.0002
O	13.2225	3.1356	13.9361	-0.0002	-0.0019	-0.0017
O	12.6194	11.5817	14.6551	0.0007	0.0001	-0.0008
O	3.916	3.8165	17.9302	-0.0057	-0.002	-0.0017
O	8.7393	6.1995	13.7943	0.0008	0.0004	-0.0018
O	11.5139	2.7891	9.9613	-0.0002	0.0001	-0.0011
O	5.6093	0.3827	13.2393	-0.0019	-0.0014	-0.0052
O	1.329	7.1046	19.0889	-0.0012	-0.0065	-0.0078
O	0.4499	6.5311	16.6637	0.0019	0.0005	-0.0034
O	5.9799	3.0041	12.7623	0.0031	-0.0122	0.0045
O	5.8578	8.5341	16.0564	-0.0008	-0.0003	-0.0026
O	-0.556	3.6473	12.4744	0.0004	0.0019	0.0007
O	4.3431	7.9028	21.6395	0.0144	0.001	0.0141
O	16.3212	4.5748	10.865	0.0022	-0.0006	-0.0054
O	5.5791	3.8119	20.1986	-0.0041	0.0061	-0.0009
O	3.5271	1.351	14.4333	-0.0019	-0.0008	-0.0021
O	1.5224	14.8355	21.082	0.0067	0.0087	0.0008
O	-0.2536	7.9143	21.1133	0.0002	-0.0042	0.0026
O	0.8941	2.1483	22.8567	-0.0045	0.0138	-0.008
O	5.5267	5.8279	18.4058	0.0003	0.0025	0.0001
O	7.9253	11.0665	19.8574	-0.009	0.0024	-0.0024
O	13.5397	7.6107	14.8971	-0.0011	0.001	-0.0013
O	9.282	9.3053	21.0657	-0.0065	0.0043	0.0043
O	0.4729	5.4779	14.2032	-0.0006	0.0021	-0.0015
O	3.0296	-2.8371	12.535	0.002	-0.0006	-0.0028
O	2.8181	6.5086	10.1027	-0.0063	0.0051	-0.0094
O	7.8275	2.7603	21.1008	-0.0048	0.0058	0.0102
O	6.5052	9.3437	21.0835	0.01	0.0077	0.01
O	9.6549	3.7525	17.4924	0.0008	0.0006	0.0002
O	2.2465	3.9876	10.1236	0.0087	0.0092	-0.0096
O	5.7814	-0.7485	18.3622	-0.0002	-0.0022	0.0034
O	6.7533	9.1952	10.0952	0.0109	-0.0009	0.004
O	9.1846	6.1366	16.4832	-0.0015	-0.0002	-0.0012
O	4.3912	-3.9441	14.5743	-0.0019	0.0007	-0.0019
O	14.1569	-5.8251	15.9017	-0.002	0.002	-0.0022
O	6.5742	6.803	20.57	0.0009	-0.0045	-0.0026
O	12.2122	1.288	12.0739	0.0018	-0.006	-0.0014
O	10.6776	5.8192	18.7626	-0.0004	0.0008	0.0039
O	5.6663	1.2714	20.2505	0.0013	-0.0132	-0.007
O	8.0701	1.475	13.3287	-0.0072	-0.0013	-0.0016
O	8.3123	7.557	11.4988	-0.0003	-0.0079	-0.0027
O	9.016	1.5801	16.1478	0.0006	0.0028	0.0011

Results
free energy: -144628.919 eV
free energy less fixed offsets of O -568.88, Si -635.61 eV per atom: 4.951 eV

The program warned: the cutoff lies below the one the program advises for these potential files; the exchange-correlation potential is rough where the density is thin.
